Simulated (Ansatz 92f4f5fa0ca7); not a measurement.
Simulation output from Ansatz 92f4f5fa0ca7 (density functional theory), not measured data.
Periodic cell of 226 atoms, Si132O92As2, from a study of silicon, its oxide and their interface. The atomic structure is a simulated model.
Doubt: the cutoff is far below the 930 eV that the study's wrapper takes by default for these files, so forces and energies are approximate.
This geometry differs little from another in the collection (a relaxation step or a small displacement).

Settings
functional: PBE
potential files: Ansatz PAW
basis: plane waves
wave-function cutoff: 580 eV
density cutoff ratio: 5
exchange-correlation grid ratio: 1
k mesh: 1 x 1 x 1, Gamma-centred
self-consistency stop: 5e-08 eV per atom in the density residual
occupations: fixed
spin: none
net charge: 0

Cell vectors (angstrom)
a  10.938  0  0
b  0  10.938  0
c  0  0  31.9494

Atoms: element, x, y, z (angstrom)
Si  10.6375  0.0002  24.4332
Si  5.088  0.1244  24.6774
Si  2.8371  2.2925  24.5484
Si  8.5821  2.4334  24.5842
Si  10.7198  5.585  24.3444
Si  5.1692  5.6125  24.4617
Si  3.0031  7.953  24.4267
Si  8.4305  7.8265  24.4323
Si  1.3035  1.1319  25.8526
Si  6.8245  1.3271  25.7552
Si  3.9976  4.0113  25.7462
Si  9.6992  4.025  25.8637
Si  1.3479  6.7913  25.6792
Si  6.8146  6.72  25.7631
Si  4.0131  9.4688  25.971
Si  9.4902  9.4413  25.8132
Si  2.6447  -0.1326  27.2993
Si  8.1458  -0.0692  27.1585
Si  0.086  2.6565  27.2178
Si  5.4601  2.7202  27.1257
Si  2.6738  5.415  27.1202
Si  8.1986  5.3663  27.1455
Si  0.0149  8.1473  27.1362
Si  5.5212  8.1413  27.1894
Si  4.0888  1.3292  28.5101
Si  9.5474  1.328  28.5107
Si  1.3891  4.0677  28.5709
Si  6.815  4.061  28.5367
Si  4.0879  6.783  28.4958
Si  9.5595  6.7828  28.4928
Si  1.2964  9.4788  28.6223
Si  6.8294  9.5331  28.572
Si  -0.0254  -0.0044  29.9172
Si  5.4652  -0.0064  29.9018
Si  2.7643  2.7137  29.9093
Si  8.2034  2.7165  29.8926
Si  -0.001  5.4555  29.8949
Si  5.4639  5.4568  29.8928
Si  2.7531  8.1636  29.9091
Si  8.2288  8.1759  29.895
Si  1.3673  1.3673  31.2657
Si  6.8362  1.3673  31.2657
Si  4.1018  4.1018  31.2657
Si  9.5708  4.1018  31.2657
Si  1.3673  6.8362  31.2657
Si  6.8362  6.8362  31.2657
Si  4.1018  9.5708  31.2657
Si  9.5708  9.5708  31.2657
Si  2.7345  0  0.6835
Si  8.2035  0  0.6835
Si  0  2.7345  0.6835
Si  5.469  2.7345  0.6835
Si  2.7345  5.469  0.6835
Si  8.2035  5.469  0.6835
Si  0  8.2035  0.6835
Si  5.469  8.2035  0.6835
Si  4.0879  1.3905  2.0763
Si  9.5823  1.3614  2.0445
Si  1.3575  4.1075  2.044
Si  6.8162  4.1373  2.0493
Si  4.0843  6.853  2.0452
Si  9.5543  6.8511  2.0382
Si  1.3542  9.6091  2.0499
Si  6.7787  9.6367  2.0372
Si  0.0167  0.0402  3.4615
Si  5.4486  0.0532  3.4836
Si  2.7024  2.7597  3.4419
Si  8.2193  2.7644  3.3542
Si  -0.015  5.4738  3.3942
Si  5.4493  5.5194  3.4335
Si  2.7314  8.2557  3.3927
Si  8.1666  8.2742  3.3266
Si  1.352  1.437  4.8887
Si  6.8993  1.4684  4.7722
Si  4.0454  4.1656  4.7911
Si  9.5625  4.0988  4.7549
Si  1.3292  6.8977  4.7047
Si  6.7961  7.0096  4.7249
Si  4.0399  9.6072  4.834
Si  9.5207  9.5789  4.7218
Si  2.6932  0.0225  6.2343
Si  8.3212  0.1218  6.1241
Si  -0.0059  2.8634  6.2784
Si  5.4854  2.8307  6.1201
Si  2.7358  5.6571  6.1337
Si  8.1669  5.5732  5.9424
As  -0.0301  8.2492  6.1477
Si  5.5012  8.3575  6.2273
Si  4.387  1.1761  7.3787
Si  9.7893  1.2888  7.6355
Si  1.1878  4.5418  7.4873
Si  6.5546  4.5944  7.3026
Si  4.2722  6.8289  7.5496
Si  9.6862  6.5764  7.409
As  1.2671  9.9408  8.0963
Si  6.7308  9.9967  7.4597
O  9.5946  1.237  23.9971
O  4.1159  6.8012  23.9593
O  4.0249  1.2387  24.0435
O  9.5493  6.6988  23.9087
O  -0.025  5.6027  7.9611
O  5.5676  0.1465  7.9421
O  0.0868  0.4515  8.3594
O  5.4319  5.6768  7.8848
O  7.5286  4.1902  8.5568
O  8.8126  7.1676  8.6785
O  2.6339  9.9511  9.4308
O  8.7373  1.8257  8.8185
O  7.607  9.5112  8.7803
O  3.6276  1.8985  8.6313
O  3.5356  7.4371  8.9165
O  2.0515  4.0584  8.8192
O  8.154  3.4922  23.387
O  0.463  4.9321  22.962
O  1.9179  2.7458  23.2641
O  5.8422  4.9065  23.129
O  5.5386  9.9865  23.5203
O  2.4677  8.7004  23.0485
O  0.2033  10.0633  23.1037
O  7.8013  8.5677  23.091
Si  8.7011  7.6856  18.4797
Si  8.8738  6.3734  13.6611
Si  3.8567  1.5407  14.7521
Si  2.1891  5.7402  17.6628
Si  2.4453  3.1326  19.5144
Si  9.9167  9.0409  12.0853
Si  1.3521  9.4204  22.1018
Si  9.262  0.9718  13.2286
Si  1.4581  5.0676  13.0528
Si  1.8937  8.2619  12.8505
Si  6.6678  9.5499  22.4476
Si  4.5827  4.5965  15.7511
Si  8.1617  3.1368  9.6048
Si  0.8823  8.2329  19.2944
Si  6.979  1.344  21.1172
Si  8.3228  8.3617  9.689
Si  10.9395  5.2152  15.6394
Si  7.6335  9.5174  16.3758
Si  9.9579  2.0508  20.3182
Si  3.4187  8.6683  10.0489
Si  6.7406  3.3306  17.4441
Si  1.1935  0.2019  19.8238
Si  3.2473  2.8237  12.3323
Si  7.2538  5.3805  19.7113
Si  5.9593  8.6447  11.6371
Si  5.8741  6.0752  13.278
Si  4.6873  9.7023  17.661
Si  1.0394  3.5949  22.1913
Si  4.9295  1.4765  18.8305
Si  3.1824  3.143  9.5551
Si  6.5494  10.844  13.8392
Si  10.4158  0.1303  16.0136
Si  5.6526  3.6978  11.1966
Si  9.8966  3.9046  11.9247
Si  2.4048  9.9274  15.5915
Si  6.1142  8.1058  19.8306
Si  6.9543  3.9702  22.3964
Si  9.7989  2.7886  17.3945
O  7.2928  6.3662  14.038
O  1.928  7.0465  18.7167
O  10.3147  4.061  16.5615
O  6.2248  9.9721  17.108
O  10.2299  0.7065  14.5046
O  8.4794  6.1009  18.8804
O  5.2419  0.7013  14.4376
O  5.7547  2.0435  17.5518
O  8.3742  1.9325  20.572
O  2.0252  4.2867  18.4248
O  6.9475  2.8463  10.6679
O  4.8807  2.7162  12.2419
O  6.0844  4.3839  16.3868
O  4.5385  3.9945  9.9998
O  10.7118  2.7594  21.582
O  9.7996  6.1995  15.0048
O  6.0411  6.4701  19.8655
O  4.1169  0.16  18.3175
O  9.3474  10.555  12.3128
O  2.8927  4.3658  12.7679
O  1.9317  10.7036  21.2368
O  4.0245  2.7143  19.4117
O  0.7953  10.0575  16.0154
O  1.3105  9.7912  18.8653
O  1.7434  1.6542  19.2933
O  9.0097  10.4038  16.5547
O  4.9207  8.5666  18.8153
O  9.6856  8.7982  10.479
O  6.7879  4.0641  18.8952
O  2.8788  1.7144  13.4396
O  5.8477  8.7629  21.2879
O  2.5303  2.4991  10.9103
O  7.651  4.8461  21.2027
O  5.3614  7.5071  12.6597
O  0.5453  9.0722  12.462
O  7.6775  1.0828  13.6326
O  7.1838  9.659  14.8065
O  9.0501  5.0328  12.7406
O  8.1443  8.047  16.9559
O  6.2387  2.57  21.9209
O  2.5086  9.0659  14.1681
O  0.4772  4.5049  11.8707
O  0.8466  8.3078  20.9649
O  9.3993  3.8482  10.3787
O  9.7396  2.3876  12.5489
O  7.6645  8.5428  19.4407
O  2.7719  8.1848  11.4801
O  4.0358  3.0595  15.3984
O  0.8563  4.4913  14.4562
O  10.0848  3.0047  18.9895
O  9.2507  7.8086  12.9548
O  10.539  0.5309  20.0881
O  6.0661  5.0568  11.9971
O  8.1984  2.7282  17.0468
O  3.5933  5.4694  16.7774
O  4.9467  9.0648  10.4384
O  1.5751  6.6869  13.201
O  4.8278  5.5056  14.4039
O  2.0675  3.8466  20.9407
O  10.6138  1.435  16.9775
O  1.0141  6.0686  16.5785
O  7.3597  10.9462  21.9648
O  5.9603  0.901  19.9462
O  6.2418  10.0359  12.4519
O  2.9294  0.5428  15.6371
O  7.2549  7.9667  10.8698
O  10.2873  7.9938  18.7253
O  3.503  9.1907  16.6172

Results
free energy: -145947.311 eV
free energy less fixed offsets of As -4856.12, O -568.88, Si -635.61 eV per atom: 2.409 eV

Forces (eV/angstrom), in the order of the atoms: element, x, y, z
Si  0.0008  0  0.0123
Si  0.0042  0.0007  0.0089
Si  0.0051  0.0022  0.0135
Si  0.0007  0.0029  0.0126
Si  0.0085  0.0053  0.0083
Si  0.0043  0.0009  0.0168
Si  0.0016  -0.001  0.0088
Si  0.0042  0.0052  0.0155
Si  -0.0002  0.0021  -0.0103
Si  -0.0037  0.0003  -0.0005
Si  0.0003  -0.0018  -0.0003
Si  -0.0038  -0.0002  -0.0044
Si  -0.0034  -0.0011  0.0007
Si  0.0005  -0.0014  -0.006
Si  0.004  0.0033  -0.0087
Si  0.0005  -0.0018  -0.0011
Si  0.0082  0.0044  -0.0065
Si  0.0162  0.0084  -0.0037
Si  -0.0055  -0.0076  -0.0047
Si  -0.006  -0.0065  0.0061
Si  0.0089  0.0096  0.0024
Si  0.0045  0.0033  0.0056
Si  0.0033  0.0006  0.0048
Si  -0.0031  -0.0072  -0.0006
Si  0.0125  0.0126  -0.011
Si  -0.0063  -0.0131  -0.0084
Si  0.0231  -0.0018  0.0179
Si  -0.0016  -0.0046  0.0043
Si  -0.0037  -0.0196  -0.014
Si  0.0077  -0.0065  -0.0187
Si  -0.0215  -0.0206  0.0454
Si  0.0047  -0.0039  0.0181
Si  0.0013  -0.0209  -0.0104
Si  -0.0009  -0.0066  -0.0033
Si  -0.0023  0.0169  -0.0041
Si  -0.0133  0.0038  -0.0051
Si  -0.0075  -0.0073  -0.0007
Si  -0.0008  -0.0073  -0.0024
Si  -0.0209  0.0126  -0.0106
Si  -0.0097  0.0126  0.0016
Si  0.0534  -0.0075  -0.0541
Si  0.076  -0.0245  0.002
Si  0.11  -0.0758  0.0861
Si  -0.067  -0.115  -0.054
Si  0.0357  -0.1825  0.0508
Si  0.0563  -0.0561  -0.0986
Si  -0.0342  -0.1007  -0.0183
Si  -0.1426  -0.1449  0.1462
Si  0.0178  0.1307  0.0447
Si  -0.1111  0.0617  -0.0565
Si  0.0111  -0.0199  -0.081
Si  -0.0672  0.1176  0.1303
Si  -0.0869  -0.0314  -0.0203
Si  -0.1177  0.0457  -0.0969
Si  0.0262  0.1574  0.0435
Si  -0.0937  0.1335  -0.0379
Si  -0.005  -0.0012  0.0001
Si  -0.0256  0.0031  0.0003
Si  0.0364  -0.0052  -0.0013
Si  0.02  -0.0098  0.0123
Si  0.0013  -0.0146  0.0031
Si  -0.0134  0.0015  0.0009
Si  0.003  -0.0112  0.0079
Si  0.0195  0.0226  -0.0034
Si  0.025  -0.0032  0.0328
Si  -0.0003  -0.0038  0.0062
Si  -0.023  -0.0002  -0.0072
Si  0.0206  0.0115  -0.0388
Si  -0.0004  0.016  0.0312
Si  -0.0096  0.0163  0.0031
Si  -0.0124  0.0144  -0.0153
Si  0.0135  0.0065  -0.009
Si  -0.0433  0.027  -0.0185
Si  -0.0328  0.0055  -0.0177
Si  0.0089  -0.0023  -0.0083
Si  -0.0166  -0.009  0.0018
Si  0.0158  -0.0274  -0.0078
Si  0.0019  -0.0261  0.004
Si  0.0363  -0.0122  -0.012
Si  -0.0215  0.027  -0.0043
Si  -0.013  -0.0069  0.0143
Si  0.0293  -0.0143  0.0184
Si  0.0277  0.0006  -0.0251
Si  0.0137  0.0162  0.0007
Si  0.0035  0.0081  0.0149
Si  0.0053  -0.0091  -0.0118
As  0.0152  0.0238  -0.0727
Si  -0.0175  -0.0056  -0.0122
Si  0.0053  -0.0019  -0.0338
Si  0.0241  -0.0679  0.0166
Si  -0.0244  -0.0088  0.017
Si  0.0037  -0.0016  0.0102
Si  0.0222  -0.0204  -0.0264
Si  -0.0648  0.023  0.0079
As  -0.0512  -0.0899  0.0306
Si  0.0228  0.0043  0.0444
O  0.0034  0.001  -0.0056
O  -0.0002  0.0049  -0.0057
O  -0.0003  0.0006  -0.0055
O  -0.0015  0.0014  -0.0044
O  0.0122  0.0148  -0.0153
O  0.0095  -0.0057  -0.0113
O  -0.032  0.0733  -0.0287
O  0.0139  -0.0012  -0.0245
O  0.0081  -0.0005  0.0193
O  0.0131  -0.0257  0.0035
O  0.0762  0.0423  0.0386
O  0.0033  0.0027  -0.0076
O  -0.0087  0.0075  -0.0115
O  -0.0093  0.0222  0.024
O  -0.0295  0.0154  0.0215
O  0.0192  -0.0129  0.0085
O  -0.0022  0.0046  -0.0079
O  0.0021  -0.0046  -0.0052
O  -0.0038  0.005  -0.0107
O  0.0049  -0.0023  -0.0064
O  0.0056  -0.0041  -0.0078
O  -0.0019  0.004  -0.0079
O  0.0027  0  -0.0056
O  -0.0036  0.0027  -0.009
Si  0.0016  0.0013  -0.0014
Si  0.0045  0.0043  -0.0066
Si  0.0043  -0.0034  0.0005
Si  0.0023  -0.0003  -0.0011
Si  0.0025  0.0026  -0.0013
Si  0.0065  -0.002  -0.0087
Si  0.0035  0.0009  0.0044
Si  0.0043  -0.0003  0.0031
Si  0.0018  0.0058  -0.002
Si  -0.0027  0.006  -0.0102
Si  0.0005  -0.0008  0.0057
Si  0.0044  0.0017  -0.0005
Si  -0.0046  0.0183  -0.0163
Si  0.0027  0.0018  -0.0024
Si  0.0038  -0.0002  -0.0013
Si  0.0128  0.0002  -0.0081
Si  0.0029  0.0021  -0.0005
Si  0.0029  0.002  -0.0024
Si  0.0017  0.0007  -0.0016
Si  -0.0273  -0.0336  0.0108
Si  0.0025  0.0013  -0.0019
Si  0.0028  -0.0017  -0.0021
Si  -0.0046  0.0013  0.0074
Si  0.0022  0.0001  -0.0019
Si  0.0052  0.0002  -0.0025
Si  0.0038  0.0041  -0.003
Si  0.0014  0.0004  -0.0019
Si  0.0022  0.0023  0.0078
Si  0.0024  0.0009  -0.0014
Si  -0.0057  -0.0009  -0.003
Si  0.0016  -0.0018  -0.0027
Si  0.0033  0.0024  -0.0046
Si  0.003  0.0073  0.004
Si  0.0005  0.0037  -0.0011
Si  0.0019  -0.0014  -0.0049
Si  0.0021  0.0012  -0.0011
Si  0.0021  0.0027  0.0038
Si  0.0031  0.0004  -0.0026
O  0.001  -0.0009  0.0011
O  0.0031  -0.0003  0.0022
O  0.0003  0.0003  0.004
O  0.0028  0.0001  0.0016
O  0.003  0.0004  0.0029
O  0.0036  0.0022  0.0026
O  -0.0007  0.0042  0.0022
O  0.0031  0.0023  0.0022
O  0.0033  -0.0004  0.0027
O  0.003  0.0023  0.0013
O  0.0051  -0.0026  -0.0037
O  0.0009  0.0012  -0.0032
O  0.0023  0.0013  0.0006
O  0.0035  -0.0016  0.0069
O  -0.001  -0.0024  -0.0008
O  0.0044  -0.0006  0.0038
O  0.0031  0.0024  0.0022
O  0.0028  0.0011  0.0018
O  0.0028  0.0048  0.0013
O  0.0018  -0.0025  -0.0024
O  0.0025  0.0033  -0.0009
O  0.0027  0  0.0013
O  0.0025  0.0016  0.0034
O  0.0023  0.0013  0.0025
O  0.0019  0.0006  0.002
O  0.0019  0.0002  0.0025
O  0.0022  0.0019  0.0015
O  0  0.0061  0.0073
O  0.0017  -0.0002  0.0014
O  0.0046  0.0037  -0.0028
O  0.0024  -0.0021  -0.0028
O  0.0075  0.0064  -0.0048
O  0.0028  0.0034  -0.0019
O  0.0019  0.0007  0.0022
O  0.0051  -0.004  0.0079
O  0.0019  0.0019  0.0004
O  0.0045  0.0003  0.0035
O  0.0024  0.002  0.0022
O  0.0026  0.0017  0.0012
O  0.0016  -0.0017  0.001
O  0.0048  0.0042  0.0065
O  0.0014  0.0012  -0.0004
O  0.0016  -0.001  -0.0019
O  -0.0008  -0.0019  0.001
O  0.0012  0.002  -0.0016
O  0.003  -0.0001  0.0026
O  0.0119  0.0124  -0.0143
O  0.0013  0.0012  0.0022
O  0.0023  0.0012  0.0011
O  0.0016  0.0018  -0.0016
O  0.001  -0.0018  0.0044
O  0.0036  0.0011  0.0023
O  0.0012  -0.0025  0.0003
O  0.0043  0.0017  0.0019
O  0.0028  0.0012  0.0016
O  0.0268  0.0144  0.0174
O  0.0017  -0.0011  0.0007
O  0.0021  -0.0004  0.0021
O  0.0044  -0.0006  -0.0017
O  0.0013  0.0038  0.0027
O  -0.0006  -0.0009  0
O  0.0017  0.0044  -0.0006
O  0.0003  0.0003  -0.0001
O  0.0026  0.0036  0.0016
O  0.0032  0.0015  0.0016
O  -0.0045  0.0001  0.0119
O  0.0008  0.0003  0.0014
O  0.0022  0.0023  0.0013

The program warned: the cutoff lies below the one the program advises for these potential files; the forces do not sum to zero within the program's tolerance; the exchange-correlation potential is rough where the density is thin.
